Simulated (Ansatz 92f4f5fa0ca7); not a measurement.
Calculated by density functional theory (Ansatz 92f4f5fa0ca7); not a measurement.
Periodic cell of 222 atoms, Si131O89As2, from a study of silicon, its oxide and their interface. The atomic structure is a simulated model.
Doubt: the cutoff is far below the 930 eV that the study's wrapper takes by default for these files, so forces and energies are approximate.

Settings: functional PBE; potential files Ansatz PAW; basis plane waves; wave-function cutoff 580 eV; density cutoff ratio 5; exchange-correlation grid ratio 1; k mesh 1 x 1 x 1, Gamma-centred; self-consistency stop 5e-08 eV per atom in the density residual; occupations fixed; spin none; net charge 0.

Cell vectors (angstrom)
a, 10.938, 0, 0
b, 0, 10.938, 0
c, 0, 0, 32.1988

Atoms: element, x, y, z (angstrom)
Si, 10.4412, 0.2914, 24.7541
Si, 5.7146, 10.6648, 24.728
Si, 2.4955, 2.9135, 24.6335
Si, 8.3298, 2.6111, 24.9118
Si, 0.3181, 5.2191, 24.749
As, 5.0172, 5.8568, 24.806
As, 2.9843, 8.0137, 24.2956
Si, 7.9388, 8.4177, 24.7326
Si, 1.3047, 1.331, 25.9389
Si, 6.8159, 1.3031, 26.1366
Si, 4.0751, 4.0302, 26.0581
Si, 9.6494, 4.1163, 26.1211
Si, 1.4752, 6.8768, 25.9685
Si, 6.8344, 6.8035, 26.0774
Si, 4.0909, 9.4712, 25.9669
Si, 9.4687, 9.5785, 26.1214
Si, 2.7142, -0.0403, 27.2937
Si, 8.1666, -0.0205, 27.5421
Si, 0.0304, 2.6862, 27.4442
Si, 5.4494, 2.6958, 27.4322
Si, 2.7425, 5.4697, 27.4147
Si, 8.2349, 5.4656, 27.4245
Si, 0.0224, 8.1938, 27.3429
Si, 5.4474, 8.1751, 27.4322
Si, 4.053, 1.3264, 28.7455
Si, 9.5837, 1.356, 28.8276
Si, 1.3713, 4.0928, 28.7848
Si, 6.841, 4.0878, 28.773
Si, 4.0992, 6.8139, 28.8032
Si, 9.5947, 6.849, 28.7639
Si, 1.3702, 9.5652, 28.7335
Si, 6.7903, 9.5415, 28.8378
Si, 0.019, -0.0198, 30.1503
Si, 5.4407, 0.0063, 30.1561
Si, 2.7386, 2.7256, 30.1419
Si, 8.2063, 2.7332, 30.1559
Si, 0.0037, 5.4656, 30.1434
Si, 5.4795, 5.4576, 30.1512
Si, 2.7273, 8.2058, 30.1369
Si, 8.2139, 8.1922, 30.1524
Si, 1.3673, 1.3673, 31.515
Si, 6.8362, 1.3673, 31.515
Si, 4.1018, 4.1018, 31.515
Si, 9.5708, 4.1018, 31.515
Si, 1.3673, 6.8362, 31.515
Si, 6.8362, 6.8362, 31.515
Si, 4.1018, 9.5708, 31.515
Si, 9.5708, 9.5708, 31.515
Si, 2.7345, 0, 0.6835
Si, 8.2035, 0, 0.6835
Si, 0, 2.7345, 0.6835
Si, 5.469, 2.7345, 0.6835
Si, 2.7345, 5.469, 0.6835
Si, 8.2035, 5.469, 0.6835
Si, 0, 8.2035, 0.6835
Si, 5.469, 8.2035, 0.6835
Si, 4.1204, 1.3625, 2.0537
Si, 9.5623, 1.362, 2.0505
Si, 1.3661, 4.124, 2.0346
Si, 6.8474, 4.0878, 2.057
Si, 4.1041, 6.8297, 2.0516
Si, 9.5775, 6.8381, 2.0502
Si, 1.3789, 9.5535, 2.049
Si, 6.8267, 9.5943, 2.0473
Si, -0.0082, -0.0271, 3.3832
Si, 5.4886, 0.017, 3.4664
Si, 2.7742, 2.7902, 3.3597
Si, 8.1896, 2.7033, 3.4471
Si, 0.0187, 5.4839, 3.43
Si, 5.4815, 5.4685, 3.4038
Si, 2.7665, 8.2121, 3.442
Si, 8.2063, 8.2324, 3.3749
Si, 1.3868, 1.4023, 4.6251
Si, 6.8407, 1.3587, 4.9005
Si, 4.1517, 4.0938, 4.7976
Si, 9.5712, 4.0938, 4.7574
Si, 1.4083, 6.8409, 4.8126
Si, 6.8207, 6.8978, 4.7205
Si, 4.1294, 9.5864, 4.8386
Si, 9.553, 9.5611, 4.7827
Si, 2.7415, 0.1254, 6.049
Si, 8.2024, -0.0499, 6.2553
Si, 0.022, 2.683, 6.0366
Si, 5.4703, 2.7359, 6.2835
Si, 2.8104, 5.4877, 6.1704
Si, 8.1684, 5.4953, 6.0303
Si, 0.0071, 8.1988, 6.1462
Si, 5.5221, 8.2311, 6.2216
Si, 3.8279, 1.5887, 7.5935
Si, 9.8332, 1.15, 7.4444
Si, 1.6213, 3.8148, 7.3022
Si, 6.6444, 4.431, 7.4621
Si, 4.3995, 6.6438, 7.5363
Si, 9.3553, 6.967, 7.3948
Si, 1.1365, 9.9331, 7.2791
Si, 7.1498, 9.2443, 7.6537
O, 8.3042, 8.1083, 7.9089
O, 2.7087, 2.7524, 7.9438
O, 9.41, 1.5106, 24.3372
O, 0.0225, 0.0345, 7.9487
O, 5.5182, 5.5193, 8.0217
O, 6.8236, 9.5334, 24.2147
O, 1.4179, 4.0984, 24.192
O, 3.8559, 7.3971, 8.9247
O, 0.8058, 4.3966, 8.5917
O, 9.8036, 6.1916, 8.787
O, 2.1235, 9.4025, 8.4762
O, 7.5116, 3.9456, 8.7784
O, 4.2577, 0.9465, 9.063
O, 6.7094, 9.584, 9.2022
O, 9.2018, 1.8677, 8.7882
O, 7.5857, 3.3787, 23.6723
O, 10.5317, 5.8575, 23.4246
O, 5.1068, 0.4373, 23.3793
O, 5.6852, 5.2451, 23.2059
O, 3.1321, 2.2369, 23.2652
O, 2.0204, 9.3898, 23.4535
O, 8.6314, 7.7459, 23.4011
O, -0.3153, 10.5186, 23.298
Si, 4.4108, 1.5888, 22.4561
Si, 3.4808, 7.9794, 14.0027
Si, 7.1007, 1.015, 14.6459
Si, 0.7299, 9.5746, 22.4957
Si, 1.1735, 4.3441, 11.864
Si, 6.2566, 9.0173, 15.2877
Si, 0.664, 1.4059, 12.2761
Si, 8.6058, 5.0144, 20.5117
Si, 0.3191, 5.738, 9.3455
Si, 5.0828, 3.1849, 17.9246
Si, 0.8662, 3.8097, 16.7171
Si, 10.3799, 2.9373, 19.1887
Si, 5.2711, 1.2121, 10.3382
Si, 0.8446, 0.2745, 19.7688
Si, 6.6327, 9.491, 10.8415
Si, 9.3064, 9.7519, 18.2648
Si, 9.3821, 9.2784, 12.5272
Si, 6.4982, 3.9611, 22.6051
Si, 2.4378, 8.0892, 9.3621
Si, 10.5765, 7.4309, 17.0619
Si, 2.4947, 6.3525, 16.5571
Si, 10.1644, 4.5414, 14.1626
Si, 6.1124, 9.2474, 18.4821
Si, 7.9631, 2.5941, 9.5609
Si, 8.867, 2.1899, 12.4319
Si, 5.3186, 6.3119, 18.0507
Si, 3.9032, 0.6206, 19.4454
Si, 4.2677, 3.8736, 12.0324
Si, 5.531, 6.6361, 12.1214
Si, 7.9891, 2.5797, 17.1914
Si, 4.3388, 2.5247, 14.953
Si, 1.5162, 1.2633, 15.2443
Si, 1.5591, 9.4501, 12.014
Si, 8.0386, 6.8975, 13.8407
Si, 10.3584, 9.8784, 15.4457
Si, 9.8369, 7.042, 22.5491
Si, 8.0859, 5.5558, 17.4095
O, 6.0383, 7.9906, 11.2723
O, 5.9903, 9.249, 16.8642
O, 7.6609, 1.4184, 13.174
O, 0.8813, 1.7888, 13.845
O, 9.4117, 6.3181, 16.8854
O, 6.7456, 6.2385, 13.1243
O, 5.1164, 4.7241, 18.5869
O, 9.2108, 2.2427, 18.2379
O, 2.3481, 0.1725, 19.0453
O, 9.3508, 10.2693, 16.6929
O, 2.7806, 4.4696, 11.6867
O, 5.0423, 10.3879, 19.0652
O, 9.4122, 3.2938, 13.4663
O, 0.4491, 1.8645, 19.8982
O, 3.1315, 1.408, 15.0559
O, 8.1244, 5.4426, 19.0263
O, 3.8724, 6.6581, 17.3747
O, 4.5558, 3.3344, 16.3676
O, 9.0576, 5.7224, 14.2929
O, 5.4805, 2.7739, 22.1424
O, 10.6489, 4.1994, 15.6615
O, 0.3186, 3.9614, 18.2462
O, 10.3913, 10.6407, 19.1012
O, 9.6401, 10.0608, 13.9791
O, 10.9455, 8.1548, 22.1201
O, 1.1697, 2.2228, 16.5104
O, 9.7134, 3.8187, 20.3901
O, 8.0995, 4.1121, 16.6653
O, -0.0508, 9.1324, 11.8618
O, 6.5651, 2.4771, 17.9845
O, 5.5716, 10.7461, 11.1824
O, 7.7243, 9.6574, 18.8008
O, 10.014, 1.0675, 12.0422
O, 1.3041, 6.9837, 9.0438
O, 0.6197, 4.8054, 13.3331
O, 5.678, 7.6913, 18.9668
O, 5.2279, 5.1195, 11.5033
O, 2.705, 7.0475, 15.0983
O, 0.9023, 2.7812, 11.4455
O, 0.831, 10.7385, 15.535
O, 2.4005, 8.6172, 10.8922
O, 4.6894, 2.464, 11.2576
O, 4.2344, 3.5489, 13.6619
O, 2.1833, 4.7444, 16.4504
O, 10.6917, 8.2949, 15.6703
O, 6.9268, 10.3462, 14.652
O, 2.329, 8.9988, 13.3988
O, 8.0129, 1.5997, 15.8802
O, 4.113, 7.0321, 12.8346
O, 4.16, 2.0817, 18.7175
O, 7.2975, 4.4666, 21.2907
O, 8.402, 2.9661, 11.0804
O, 1.1652, 6.924, 17.3416
O, 5.6284, 1.6132, 14.7433
O, 8.1226, 9.7942, 11.5504
O, 9.2217, 6.3389, 21.2241
O, 8.941, 7.7507, 12.8138
O, 1.6348, 0.1571, 11.8531
O, 6.628, 6.2288, 17.0524
O, 7.3897, 7.8566, 15.0084
O, 1.0939, 10.3954, 21.1459
O, 10.0247, 8.2852, 18.3298
O, 3.9527, 0.8897, 21.0626
O, 0.3295, 5.3692, 10.915
O, 6.6873, 1.5993, 9.6264
O, 4.7738, 8.7609, 14.6373

Results
free energy: -143605.876 eV
free energy less fixed offsets of As -4856.12, O -568.88, Si -635.61 eV per atom: 1.594 eV

Forces (eV/angstrom), in the order of the atoms: element, x, y, z
Si, -0.0111, 0.0151, 0.0343
Si, -0.0012, -0.011, -0.0011
Si, 0.024, 0.0222, 0.0011
Si, -0.0311, 0.0218, 0.0001
Si, -0.0119, 0.0057, 0.0144
As, -0.0225, -0.031, -0.1856
As, 0.0359, -0.049, 0.0268
Si, -0.0082, 0.0052, 0.0168
Si, 0.0038, 0.0097, 0.0098
Si, 0.003, -0.0099, -0.0029
Si, 0.0058, -0.0351, 0.0028
Si, -0.0052, 0.0045, -0.0127
Si, 0.0159, -0.0089, -0.0143
Si, 0.0338, -0.0097, -0.0158
Si, 0.011, -0.0298, -0.0113
Si, -0.0007, 0.0144, 0.0049
Si, -0.0185, 0.0099, 0.0065
Si, -0.0073, -0.0106, -0.0001
Si, 0.0054, -0.0031, 0.0156
Si, -0.0246, -0.0012, -0.0041
Si, 0.0002, 0.0085, 0.0078
Si, 0.0167, 0.0138, 0.0101
Si, -0.0151, 0.0067, 0.0056
Si, -0.0329, 0.005, 0.0059
Si, 0.0197, 0.0076, 0.0051
Si, -0.0023, -0.0048, -0.0105
Si, 0.0095, -0.0165, -0.0063
Si, 0.0024, 0.0008, 0.0001
Si, -0.0009, 0.0094, -0.0078
Si, -0.0035, -0.0116, 0.0054
Si, -0.007, 0.0048, 0.0019
Si, 0.0373, 0.0011, -0.0122
Si, -0.0008, 0.001, 0.0018
Si, -0.0198, 0.003, -0.0013
Si, -0.0148, 0.0021, -0.0012
Si, 0.003, 0.0007, 0.0046
Si, -0.0014, 0.0197, 0.003
Si, -0.0008, -0.0039, 0.0073
Si, 0.0045, -0.0001, 0.0076
Si, -0.0054, 0.0018, -0.0008
Si, 0.0267, -0.0218, 0.0099
Si, -0.0471, 0.032, -0.0516
Si, 0.0656, -0.1155, -0.0143
Si, -0.01, 0.0694, -0.0085
Si, 0.0029, 0.0441, -0.0858
Si, 0.096, -0.0879, 0.0421
Si, -0.1743, -0.0545, 0.0276
Si, 0.0457, -0.0138, 0.0299
Si, 0.0499, -0.0199, 0.101
Si, -0.0585, 0.0616, -0.107
Si, -0.0571, -0.0013, 0.0552
Si, 0.0884, -0.0295, 0.0096
Si, -0.0382, 0.178, -0.1553
Si, 0.0626, -0.075, 0.0961
Si, 0.061, -0.1064, -0.0332
Si, -0.0331, 0.0502, 0.0415
Si, 0.0035, -0.0028, -0.0038
Si, -0.0012, 0.0007, 0.0021
Si, -0.0048, 0.0017, -0.0038
Si, 0.0022, -0.0029, -0.0005
Si, 0.0028, -0.0005, 0.0027
Si, 0.0013, -0.0009, -0.0045
Si, 0.006, -0.0041, -0.0023
Si, -0.0016, 0.0034, -0.0011
Si, 0.008, 0.0119, 0.0092
Si, -0.007, 0.0016, -0.0082
Si, -0.009, -0.0138, 0.0143
Si, 0.0019, 0.0088, -0.0063
Si, -0.0041, 0.0007, -0.0037
Si, 0.0007, 0.0056, 0.0032
Si, -0.0094, 0.0008, -0.0075
Si, -0.0008, -0.0054, 0.009
Si, 0.0014, 0.0028, -0.0144
Si, 0.0002, -0.0019, 0.0087
Si, 0.0015, 0.0028, -0.0038
Si, -0.001, -0.0027, 0.0014
Si, 0.0025, 0.0025, 0.0047
Si, 0.001, 0.0007, -0.0068
Si, 0.0034, 0.0035, 0.009
Si, -0.0056, -0.0035, -0.0044
Si, 0.0002, 0.003, -0.0022
Si, -0.002, 0.0006, -0.0051
Si, 0.0001, -0.0007, -0.0013
Si, -0.0016, -0.0027, -0.0032
Si, -0.0008, 0.0041, -0.0026
Si, 0.0001, 0.0002, -0.0011
Si, 0.0009, -0.0029, -0.0028
Si, -0.0017, 0.0006, -0.0003
Si, 0.0011, -0.0033, 0.0007
Si, 0.0009, 0.0028, 0.0027
Si, -0.0034, 0.0008, 0.0014
Si, 0.0048, 0.0034, 0.0052
Si, 0, 0.0007, 0.0032
Si, 0.0008, 0.0014, 0.002
Si, 0.0002, 0.0005, 0.0008
Si, 0.0001, 0.0004, 0.0061
O, -0.0055, -0.0041, 0.0006
O, -0.0002, -0.0047, 0.002
O, 0.0073, -0.0036, -0.0226
O, 0.0031, 0.0038, 0.0014
O, 0.0019, 0.0015, -0.002
O, 0.0084, 0.003, -0.0046
O, -0.0064, -0.0158, -0.0062
O, 0.0004, -0.0005, 0.0006
O, 0.0013, 0.0007, -0.0004
O, -0.0013, 0.001, -0.0003
O, -0.002, 0.0026, 0.0007
O, -0.0035, 0.0023, -0.0024
O, -0.0024, 0.0014, -0.0024
O, 0.0009, -0.0001, -0.0044
O, 0.0013, -0.0013, 0.0001
O, -0.0424, 0.0193, -0.0333
O, 0.0064, -0.0058, 0.0014
O, 0.0022, -0.0002, 0.0085
O, 0.0107, -0.0137, 0.1712
O, -0.0071, -0.0039, 0.0051
O, 0.0902, 0.0791, 0.0778
O, 0.0089, 0.0011, -0.0032
O, -0.1054, 0.0627, 0.0161
Si, -0.0104, -0.0124, -0.0062
Si, 0, 0.0005, 0.0008
Si, -0.0001, -0.0007, 0.0022
Si, 0.0223, 0.0254, -0.1182
Si, -0.0003, 0.0001, -0.0013
Si, 0.0004, 0.0011, 0.0018
Si, -0.0004, 0.0004, -0.001
Si, 0.0138, -0.0014, -0.0349
Si, 0.0016, 0.0011, -0.0028
Si, -0.0004, 0.001, 0.0011
Si, 0.0011, -0.0024, 0.002
Si, 0.0025, -0.0033, -0.0047
Si, 0.0011, 0.0011, 0
Si, 0.0006, 0.0035, 0.0045
Si, -0.0002, 0.0004, -0.0003
Si, 0.0006, 0.0023, 0.002
Si, -0.0002, 0.0011, -0.0025
Si, 0.0054, -0.019, 0.052
Si, -0.0002, -0.0016, -0.001
Si, -0.0004, -0.0005, 0.0017
Si, 0.0004, 0.002, 0.0039
Si, -0.001, 0.0012, 0.0002
Si, -0.0036, 0, 0.0019
Si, -0.0015, -0.0018, -0.0018
Si, 0.0006, 0.0014, -0.0001
Si, -0.0009, 0.0015, 0.0059
Si, 0.0003, -0.0006, -0.0049
Si, -0.0006, 0.0009, -0.002
Si, -0.0005, 0.0007, -0.0022
Si, 0.0002, 0.0016, 0.0024
Si, -0.0008, 0.0027, 0.0015
Si, -0.0004, 0.0011, 0.0027
Si, -0.001, 0.0005, -0.0018
Si, -0.0005, 0.0008, 0.0012
Si, -0.001, 0.0016, 0.0021
Si, -0.0002, 0.0057, -0.0012
Si, -0.0028, 0.0003, 0.0015
O, -0.0002, 0.0015, 0.0012
O, -0.0003, 0.0011, -0.0012
O, 0, 0.0006, -0.0004
O, -0.0008, 0.0004, -0.0003
O, 0.0015, 0.0003, -0.0015
O, 0.0003, 0.0003, 0.0019
O, 0.0002, -0.0002, -0.0014
O, -0.0033, 0, -0.0023
O, -0.0008, 0.0002, 0
O, -0.0005, -0.0006, -0.001
O, 0.0007, 0.0003, 0.0021
O, -0.0014, 0.0021, 0.0012
O, -0.0005, 0.0001, 0.0007
O, 0.0008, -0.0022, -0.0007
O, -0.002, -0.0006, 0.0001
O, -0.0019, -0.0008, -0.0071
O, -0.0005, 0.0003, -0.0012
O, -0.0006, 0.0019, -0.0018
O, -0.0003, 0.0006, 0.0009
O, 0.0443, 0.0457, 0.0134
O, -0.0022, 0.0012, -0.0009
O, -0.0009, 0.0035, 0.002
O, -0.0019, -0.0004, -0.005
O, -0.0005, 0.0001, 0.0001
O, -0.0486, -0.1047, -0.0424
O, -0.0007, 0.0011, 0.0008
O, 0.0093, -0.0138, -0.0001
O, 0.0002, 0.0006, -0.0016
O, 0, 0.0005, 0.002
O, 0.0003, 0.0009, 0.0002
O, 0.0001, 0.0001, 0.0016
O, 0.0003, 0.001, -0.0005
O, -0.0016, 0.0002, 0.0017
O, -0.0006, 0.0002, 0.0009
O, -0.0008, 0.0006, 0.001
O, 0.0011, 0.0011, -0.001
O, -0.0001, 0.0005, 0.0013
O, -0.0005, 0.0015, -0.0015
O, -0.0005, 0.0001, 0.0019
O, -0.0014, -0.0012, -0.0002
O, 0.0006, -0.0001, 0.0002
O, 0.0001, -0.0005, 0.0008
O, -0.0004, 0.0009, 0.0002
O, 0.0001, 0.0004, -0.0003
O, -0.0008, 0.0006, 0
O, 0.0004, 0.001, -0.0011
O, 0, 0.0004, 0.0006
O, 0.0004, 0.0002, -0.0019
O, -0.0007, 0.0007, 0.0009
O, -0.0002, -0.0002, -0.0001
O, -0.044, -0.0072, 0.031
O, -0.0002, 0.0005, 0
O, -0.0015, 0.0005, -0.0007
O, 0.0009, -0.0006, -0.0016
O, -0.0017, 0.001, 0.001
O, 0.0144, 0.0302, 0.0105
O, -0.0003, 0.0006, 0.0011
O, 0.0002, 0.0003, 0.0019
O, -0.0003, 0.0002, -0.0006
O, -0.0001, 0.0006, -0.0007
O, 0.0033, -0.0019, -0.0014
O, -0.0011, 0, -0.0013
O, 0.0045, 0.0065, 0.0108
O, -0.0019, 0.001, 0.0001
O, -0.0001, 0.0008, 0.0015
O, -0.0013, -0.0001, -0.0008

The program warned: the cutoff lies below the one the program advises for these potential files; the forces do not sum to zero within the program's tolerance; the exchange-correlation potential is rough where the density is thin.
